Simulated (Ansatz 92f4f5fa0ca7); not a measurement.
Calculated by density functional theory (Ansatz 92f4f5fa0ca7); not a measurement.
Periodic cell of 360 atoms, Si240O120, from a study of silicon, its oxide and their interface. The atomic structure is a simulated model.
Doubt: the cutoff is far below the 930 eV that the study's wrapper takes by default for these files, so forces and energies are approximate.
This geometry differs little from another in the collection (a relaxation step or a small displacement).

Settings: functional PBE; potential files Ansatz PAW; basis plane waves; wave-function cutoff 580 eV; density cutoff ratio 5; exchange-correlation grid ratio 1; k mesh 1 x 1 x 1, Gamma-centred; self-consistency stop 5e-08 eV per atom in the density residual; occupations fixed; spin none; net charge 0.

Cell vectors (angstrom)
a  11.6015  0  0
b  0  13.3963  0
c  0  0  41.2586

Atoms: element, x, y, z (angstrom)
Si  0  2.2327  1.1851
Si  3.8672  2.2327  1.1851
Si  7.7343  2.2327  1.1851
Si  1.9336  5.5818  1.1851
Si  5.8008  5.5818  1.1851
Si  9.6679  5.5818  1.1851
Si  0  8.9308  1.1851
Si  3.8672  8.9308  1.1851
Si  7.7343  8.9308  1.1851
Si  1.9336  12.2799  1.1851
Si  5.8008  12.2799  1.1851
Si  9.6679  12.2799  1.1851
Si  1.9336  1.1164  1.9745
Si  5.8008  1.1164  1.9745
Si  9.6679  1.1164  1.9745
Si  0  4.4654  1.9745
Si  3.8672  4.4654  1.9745
Si  7.7343  4.4654  1.9745
Si  1.9336  7.8145  1.9745
Si  5.8008  7.8145  1.9745
Si  9.6679  7.8145  1.9745
Si  0  11.1635  1.9745
Si  3.8672  11.1635  1.9745
Si  7.7343  11.1635  1.9745
Si  1.9336  1.1164  4.3426
Si  5.8008  1.1164  4.3426
Si  9.6679  1.1164  4.3426
Si  0  4.4654  4.3426
Si  3.8672  4.4654  4.3426
Si  7.7343  4.4654  4.3426
Si  1.9336  7.8145  4.3426
Si  5.8008  7.8145  4.3426
Si  9.6679  7.8145  4.3426
Si  0  11.1635  4.3426
Si  3.8672  11.1635  4.3426
Si  7.7343  11.1635  4.3426
Si  0  0  36.9181
Si  3.8672  0  36.9181
Si  7.7343  0  36.9181
Si  1.9336  3.3491  36.9181
Si  5.8008  3.3491  36.9181
Si  9.6679  3.3491  36.9181
Si  0  6.6981  36.9181
Si  3.8672  6.6981  36.9181
Si  7.7343  6.6981  36.9181
Si  1.9336  10.0472  36.9181
Si  5.8008  10.0472  36.9181
Si  9.6679  10.0472  36.9181
Si  0  0  39.2862
Si  3.8672  0  39.2862
Si  7.7343  0  39.2862
Si  1.9336  3.3491  39.2862
Si  5.8008  3.3491  39.2862
Si  9.6679  3.3491  39.2862
Si  0  6.6981  39.2862
Si  3.8672  6.6981  39.2862
Si  7.7343  6.6981  39.2862
Si  1.9336  10.0472  39.2862
Si  5.8008  10.0472  39.2862
Si  9.6679  10.0472  39.2862
Si  0  2.2327  40.0756
Si  3.8672  2.2327  40.0756
Si  7.7343  2.2327  40.0756
Si  1.9336  5.5818  40.0756
Si  5.8008  5.5818  40.0756
Si  9.6679  5.5818  40.0756
Si  0  8.9308  40.0756
Si  3.8672  8.9308  40.0756
Si  7.7343  8.9308  40.0756
Si  1.9336  12.2799  40.0756
Si  5.8008  12.2799  40.0756
Si  9.6679  12.2799  40.0756
Si  1.3113  5.134  24.2696
Si  4.8668  5.764  30.6549
Si  2.8624  3.5258  22.2291
Si  2.0916  -1.1794  32.8841
Si  4.791  8.3017  30.5971
Si  9.904  4.8694  30.5524
Si  0.511  4.3287  29.8377
Si  8.7659  0.495  24.7461
Si  9.7191  5.403  32.8919
Si  7.3871  7.5186  17.9276
Si  9.0107  16.347  26.8037
Si  14.6075  9.5878  26.1941
Si  -4.2698  8.7827  30.7608
Si  3.8978  2.1865  32.8424
Si  10.7523  3.7007  22.6543
Si  -2.3534  7.2374  26.4081
Si  7.3573  12.1168  28.3143
Si  14.3785  -0.921  30.5863
Si  0.5479  7.9311  25.2797
Si  4.02  8.7826  32.8694
Si  3.4057  12.6985  25.4162
Si  3.5369  7.9329  21.7179
Si  5.9715  12.2582  33.0302
Si  5.9316  13.0506  30.7904
Si  0.0213  2.1042  30.5776
Si  3.518  2.6389  30.4315
Si  7.6836  2.1693  32.9737
Si  1.9892  5.3795  33.0301
Si  5.1342  8.2116  24.1703
Si  11.6908  8.8393  33.101
Si  -2.2682  6.7885  29.3808
Si  6.6608  3.4984  27.1824
Si  5.7133  5.5207  32.9395
Si  1.7785  14.3174  29.4668
Si  -0.014  9.0091  29.8579
Si  9.7647  12.1335  32.9986
Si  2.0055  1.0416  33.7188
Si  5.791  1.077  33.826
Si  9.6665  1.0233  33.6956
Si  0.0167  4.3311  33.7868
Si  3.903  4.3278  33.8635
Si  7.7112  4.4175  33.677
Si  2.0511  7.68  33.6996
Si  5.828  7.6892  33.8778
Si  9.7232  7.6744  33.7297
Si  0.1453  11.1141  33.7682
Si  4.0039  11.0614  33.6705
Si  7.8327  11.0587  33.8199
Si  1.9442  1.1115  36.1049
Si  5.7847  1.1199  36.1671
Si  9.6659  1.1047  36.0918
Si  -0.0005  4.4529  36.1425
Si  3.8754  4.4445  36.187
Si  7.7267  4.4692  36.0813
Si  1.9498  7.802  36.094
Si  5.8023  7.8008  36.1957
Si  9.6654  7.7902  36.1131
Si  0.0166  11.1708  36.1356
Si  3.8836  11.1477  36.0774
Si  7.7414  11.1564  36.1637
Si  -0.0137  -0.0099  5.079
Si  3.8512  0.0088  5.1426
Si  7.7163  -0.0052  5.0877
Si  1.9236  3.351  5.0263
Si  5.8157  3.3498  5.0607
Si  9.6714  3.3812  5.0203
Si  -0.0059  6.7323  5.2316
Si  3.8758  6.7155  5.1597
Si  7.7244  6.7108  5.1918
Si  1.9363  10.0804  5.2424
Si  5.7773  10.0694  5.2098
Si  9.682  10.0409  5.1065
Si  -0.1218  0.0653  7.4072
Si  3.7472  0.1532  7.5132
Si  7.6341  0.065  7.4232
Si  1.9163  3.4467  7.326
Si  5.8377  3.4397  7.3789
Si  9.6775  3.5583  7.3159
Si  -0.0273  6.8753  7.6981
Si  3.8682  6.7838  7.5498
Si  7.6773  6.7994  7.6109
Si  1.906  10.2446  7.7247
Si  5.6969  10.193  7.649
Si  9.6611  10.0935  7.4607
Si  -0.4246  2.1592  10.2736
Si  3.865  2.4194  8.1058
Si  11.5469  2.3407  8.0004
Si  1.9286  5.6285  8.2124
Si  5.7757  5.5725  8.3516
Si  6.2816  2.1558  18.5044
Si  -0.0204  9.1756  8.5806
Si  3.7945  8.9913  8.5488
Si  7.692  9.0931  8.2928
Si  0.433  7.1624  14.4444
Si  5.6569  12.5113  8.3964
Si  9.5365  12.3151  8.1947
Si  -1.2217  1.9132  14.8278
Si  1.7851  -0.7997  8.4755
Si  9.6116  8.1473  11.5484
Si  3.9568  6.2797  11.5146
Si  7.6387  1.7263  13.7016
Si  6.9918  10.3541  14.4239
Si  -2.844  3.8606  18.4379
Si  9.0659  11.8529  10.4775
Si  11.1676  13.061  14.0424
Si  3.1654  15.7998  13.768
Si  2.52  11.9359  14.4565
Si  4.48  10.616  20.2969
Si  0.0687  4.3311  11.1243
Si  7.8248  2.3308  8.0315
Si  8.6772  2.1932  10.1948
Si  -4.1245  10.6221  20.7713
Si  7.7686  3.9586  11.4773
Si  7.9806  9.654  10.569
Si  4.3035  5.1451  14.3119
Si  1.9034  9.2972  12.4755
Si  9.6138  5.6964  8.4108
Si  5.6004  4.7182  10.6183
Si  7.7396  13.6685  11.1683
Si  6.6633  6.6736  15.2407
O  0.7398  1.6052  20.6971
O  -18.753  3.3149  22.0292
O  18.7821  -2.5212  27.2568
O  -6.6165  28.8373  17.5092
O  -30.7705  11.9459  21.1885
O  24.8739  -10.2716  13.7958
O  -26.0951  1.8233  14.957
O  9.919  4.3801  17.3577
O  -27.2939  29.9978  12.9768
O  10.5221  -5.5811  14.6313
O  31.7605  -4.7893  17.5961
O  7.1831  16.8649  18.0373
O  3.4716  28.5261  15.2524
O  19.345  25.4967  21.4072
O  11.6062  8.7543  23.9898
O  2.9994  37.9582  25.791
O  -23.2629  18.3079  23.4077
O  -1.3582  30.7945  26.441
O  12.95  8.0567  13.4244
O  -13.0856  -2.6119  17.5185
O  -5.2536  -8.4805  26.3864
O  21.9161  -1.4363  21.9539
O  -14.9307  10.0215  30.178
O  8.9106  0.49  23.0937
Si  -6.1669  -4.4179  16.5533
Si  -1.1973  -1.0171  25.6641
Si  9.4646  11.1328  29.9865
Si  -0.5689  7.5726  20.1197
Si  -0.058  9.6351  11.0814
Si  11.1004  -1.3927  11.7271
Si  -3.0833  19.0228  19.9799
Si  2.6046  18.229  30.8041
Si  28.8623  3.5602  29.5535
Si  1.0576  0.6249  27.114
Si  0.0369  2.1097  32.9572
Si  8.9061  14.2554  18.8601
Si  -2.5389  12.9799  21.7378
Si  6.4871  -3.3513  23.4633
Si  -3.3793  -3.1587  26.1486
Si  23.4324  3.6948  26.7615
Si  9.617  -7.7507  10.8355
Si  4.6521  12.591  22.5835
Si  0.3712  4.0605  13.3594
Si  0.6435  9.0078  22.5207
Si  11.3804  16.9979  17.1992
Si  12.2739  -10.2164  20.2295
Si  2.2481  18.3446  10.4292
Si  6.9276  19.1979  25.1276
Si  3.7929  3.1048  10.3378
Si  11.6661  25.2962  22.8566
Si  12.7521  13.6007  10.6907
Si  3.2541  9.9756  18.3601
Si  7.7364  8.8021  33.0853
Si  -6.0475  -0.3739  14.5648
Si  6.1932  27.3855  26.2517
Si  -8.2368  1.1341  11.6264
Si  -1.0715  12.2482  16.9209
Si  17.1607  15.5799  21.6233
Si  -4.4499  -11.4532  30.6673
Si  -7.4461  14.4101  16.5604
Si  -6.1753  13.006  10.7994
Si  9.0967  8.2134  13.8524
Si  3.8762  8.6317  11.0139
Si  -2.0898  23.0049  18.4642
Si  -5.791  9.9171  11.6564
Si  9.3675  2.5156  29.8642
Si  12.5268  28.1858  22.3169
Si  -9.5942  -7.6397  16.4795
Si  -3.9188  4.1319  22.604
Si  -9.2908  20.4857  19.2293
Si  2.0478  12.3197  16.8555
Si  14.6651  9.4671  29.2797
O  -7.6293  -4.6009  25.1594
O  13.845  27.0669  26.0246
O  -1.8697  -1.3848  31.3307
O  0.4683  15.4896  26.7582
O  -8.6707  11.024  29.8141
O  -8.3072  18.6914  15.5852
O  -15.6175  37.1392  24.6536
O  -2.4004  17.194  23.0602
O  8.9023  -1.2155  28.8593
O  5.9259  2.2072  26.3961
O  -0.454  -31.7602  21.4889
O  -5.6126  33.9113  25.0243
O  -5.62  8.353  17.9613
O  -9.2812  2.0835  22.7961
O  22.2328  21.2024  29.3218
O  2.0659  -22.9258  20.8137
O  23.2644  -4.4892  31.4587
O  2.6086  6.1106  17.9626
O  -5.2647  25.3805  29.5835
O  7.2965  27.6485  18.5182
O  -5.7135  5.3521  14.7025
O  -2.5904  6.45  27.8143
O  -5.9402  15.6517  20.0022
O  6.0795  10.7165  19.9311
O  11.9589  5.614  13.9177
O  47.9165  -17.9181  29.283
O  29.6373  10.1053  15.9391
O  -1.9778  11.0609  26.2453
O  2.389  8.6625  18.799
O  16.8612  -0.142  16.1497
O  14.9861  6.8833  20.4613
O  9.3087  27.2283  20.3803
O  28.0103  -0.2415  26.1305
O  -15.239  7.435  30.0399
O  -14.6799  8.6933  26.5254
O  12.8445  4.2545  25.6272
O  -7.3419  36.1105  21.2718
O  19.4706  -6.2411  14.2382
O  -13.3189  6.4485  20.3259
O  -4.728  4.8733  23.7962
O  -6.3319  14.0659  22.1796
O  11.0959  2.2543  16.2893
O  -0.741  10.4384  29.4744
O  16.0636  7.3594  22.9248
O  -5.4695  -12.2947  14.0427
O  -4.6359  16.1069  22.261
O  -15.8939  -3.7645  22.075
O  -3.8658  31.9127  21.314
O  7.5113  6.7533  19.335
O  20.6237  28.7223  25.5052
O  -8.6687  13.6376  17.3225
O  -3.3068  13.9858  12.7247
O  -15.8535  6.4238  16.7086
O  -10.3408  -0.4092  14.1017
O  12.4997  4.5538  16.4927
O  -24.4313  12.2243  15.2728
O  -34.1813  4.3872  28.1762
O  -12.5555  -10.1431  13.9141
O  12.0941  30.0665  18.6369
O  17.2837  11.4629  23.1957
O  -7.3629  3.6512  13.6548
O  -9.547  8.2514  22.3006
O  -2.9285  10.1849  19.753
O  24.652  -6.7162  24.7429
O  -9.012  4.7009  23.3393
O  7.0077  26.9394  27.6032
O  4.2851  -0.2157  30.647
O  -11.798  -0.4271  26.8413
O  -14.7274  6.3192  25.2987
O  9.4136  2.4107  18.8581
O  -0.2561  11.8196  24.4434
O  8.5191  23.1329  14.2851
O  4.0046  -3.7629  16.9189
O  0.4774  26.0992  17.1053
O  -12.2064  3.8602  21.0302
O  10.8442  20.8042  26.1056
O  -6.1586  21.1732  15.4385
O  0.7997  -6.6227  19.7505
O  -10.6949  -16.1846  22.352
O  6.7775  -14.8163  14.2477
O  27.0701  33.033  13.1806
O  9.4666  15.6323  28.2194
O  -32.5866  11.1494  17.9737
O  -10.6364  26.6208  22.6305
O  -5.5456  9.6505  13.2772
O  26.767  12.8362  23.7904
O  3.5694  -3.9442  27.7195
O  -20.9295  -2.829  13.5289
O  -17.9172  -1.9127  11.4748
O  -24.0628  -4.7289  18.9517
O  -0.2771  15.6138  23.0929
O  -27.6472  -13.2091  24.9907
O  1.5058  8.9277  26.1496
O  -7.5501  -14.2823  14.0003
O  9.6112  40.1302  17.7172
O  12.8408  7.0837  15.8767

Results
free energy: -220805.488 eV
free energy less fixed offsets of O -568.88, Si -635.61 eV per atom: 6.512 eV

Forces (eV/angstrom), in the order of the atoms: element, x, y, z
Si  0.0013  -0.0274  0.0402
Si  0.0136  -0.0337  0.0014
Si  0.0198  -0.025  0.0082
Si  -0.0253  -0.0787  -0.0157
Si  0.0146  -0.0423  -0.0396
Si  0.0184  -0.0383  -0.0699
Si  0.0047  0.0381  0.022
Si  0.0152  0.0231  0.0356
Si  0.003  0.022  0.0039
Si  -0.0203  0.0073  -0.0303
Si  0.0042  0.0301  0.0147
Si  0.014  0.004  0.0647
Si  -0.0186  -0.0431  -0.0111
Si  -0.0703  -0.0122  0.004
Si  -0.0522  0.0313  -0.0017
Si  0.0157  0.2345  0.0101
Si  0.0345  0.1153  -0.0175
Si  -0.0258  0.1597  -0.0043
Si  -0.0337  0.0567  -0.0302
Si  0.0249  0.0569  -0.0096
Si  -0.0096  -0.0965  -0.0268
Si  0.0942  -0.0735  0.0058
Si  -0.0446  -0.0184  -0.0051
Si  -0.0596  -0.0902  -0.0221
Si  -0.0631  -0.1435  -0.2869
Si  -0.1899  -0.0658  -0.2197
Si  -0.135  0.0203  -0.1519
Si  0.0387  0.5965  -0.3184
Si  0.0741  0.2445  -0.1646
Si  -0.0563  0.4377  -0.405
Si  -0.0751  0.2596  0.6556
Si  0.0391  0.2095  0.3179
Si  -0.0116  -0.1455  0.2019
Si  0.2167  -0.147  -0.0585
Si  -0.1445  0.0646  0.2873
Si  -0.1612  -0.1634  0.1736
Si  0.0472  0.095  -0.1234
Si  -0.0907  -0.2162  -0.0513
Si  0.0174  0.0452  -0.0288
Si  -0.0416  -0.1738  0.1197
Si  0.2258  0.0152  0.2675
Si  -0.1725  -0.0985  -0.2048
Si  0.1075  -0.0465  -0.1349
Si  -0.1077  -0.0916  0.2601
Si  0.1056  -0.2106  0.1551
Si  0.1995  -0.1289  -0.2063
Si  -0.0474  -0.0127  0.1087
Si  0.1617  -0.1711  -0.1338
Si  0.0119  0.0282  0.0226
Si  -0.039  -0.0771  0.0038
Si  0.016  0.0183  0.0236
Si  -0.0177  -0.0671  -0.0014
Si  0.0934  0.0014  -0.0129
Si  -0.0569  -0.0344  0.0026
Si  0.038  -0.0111  -0.0016
Si  -0.0434  -0.0499  -0.0287
Si  0.0661  -0.0709  -0.0247
Si  0.0554  -0.0221  0.0176
Si  -0.0042  0.0221  0.0133
Si  0.066  -0.0599  0.0273
Si  0.0023  0.0309  -0.0059
Si  -0.0104  0.0352  -0.0248
Si  -0.0206  0.032  0.0374
Si  0.0363  0.0612  0.0125
Si  -0.0156  0.0295  0.0171
Si  -0.0269  0.0376  0.0073
Si  -0.0103  -0.0282  -0.0142
Si  -0.0093  -0.0199  -0.0052
Si  -0.0063  -0.0222  -0.0249
Si  0.0175  0.004  -0.0007
Si  -0.0049  -0.0236  -0.0054
Si  -0.0101  -0.0014  -0.0468
Si  -0.0007  -0.0132  0.0162
Si  -0.0126  -0.0035  -0.0058
Si  0.0027  0.0013  -0.002
Si  0.006  -0.0157  -0.0082
Si  0.0079  0.0048  -0.0219
Si  0.0052  0.02  -0.002
Si  -0.0264  -0.0123  0.0021
Si  0.0131  0.0188  0.008
Si  -0.0008  0.0058  -0.0111
Si  -0.0039  0.0024  -0.0062
Si  0.0196  -0.0136  -0.0068
Si  0.01  0.0066  0.0115
Si  -0.027  -0.0114  0.0944
Si  0.0434  -0.0353  0.0013
Si  -0.0056  -0.0038  0.0061
Si  -0.0058  -0.0116  0.0189
Si  0.0022  0.003  0.0015
Si  -0.121  0.0004  -0.0383
Si  -0.003  0.003  0.0123
Si  0.0139  -0.0174  -0.0018
Si  -0.0102  0.0085  0.0196
Si  0.0088  0.0096  -0.0003
Si  0.0188  0.0066  -0.0177
Si  0.0126  -0.0077  0.0138
Si  -0.0102  -0.0028  -0.009
Si  -0.04  0.0506  -0.0063
Si  0.0245  -0.0085  -0.0027
Si  0.0329  0.0007  -0.0022
Si  -0.0002  0.0056  0.0075
Si  -0.002  -0.0013  0.0145
Si  0.0131  -0.0103  -0.0062
Si  -0.0142  0.0013  -0.0024
Si  -0.0084  -0.015  0.0007
Si  0.0021  0.01  0.0145
Si  0.0065  0.0032  -0.0034
Si  -0.0041  0.0138  0.0104
Si  -0.0064  0.0073  0.0183
Si  -0.0524  0.0102  -0.0132
Si  0.002  0.0098  -0.0033
Si  -0.0118  0.0083  0.0149
Si  -0.0107  0.0308  0.0111
Si  -0.0033  0.0102  -0.0021
Si  -0.0116  0.0032  -0.0051
Si  -0.005  0.0211  0.0104
Si  -0.0093  0.0107  0.0035
Si  0.0041  -0.0126  0.0027
Si  -0.0154  0.0042  0.0163
Si  -0.0025  -0.0092  0.0072
Si  0.0016  -0.0028  0.0017
Si  0.018  0.0002  0.0026
Si  -0.0057  0.0001  0.002
Si  0.0112  0.0033  -0.0068
Si  0.0058  -0.0002  0.0069
Si  0.001  -0.0077  0.0072
Si  0.0083  -0.0048  0.0041
Si  -0.0056  -0.0079  0.0051
Si  0.0119  -0.0041  -0.0126
Si  0.0083  0.0016  -0.0042
Si  0.0069  -0.0119  0.0045
Si  0.0011  0.0084  -0.0051
Si  0.0053  0.0017  -0.0021
Si  0.0002  0.001  -0.0001
Si  0.0025  0.004  -0.0029
Si  0.0049  0.0032  -0.0063
Si  -0.0048  0.0073  -0.0068
Si  0.0002  -0.0046  0.0033
Si  0.0003  -0.0009  0.0058
Si  0.0023  0.0017  0.0023
Si  -0.0018  -0.0024  0.0026
Si  -0.0024  -0.0019  0.0042
Si  0.0025  -0.0016  0.0049
Si  0.001  0.0019  0.0044
Si  -0.0029  0.0015  0.0002
Si  0.0019  -0.0121  -0.0053
Si  0.0056  -0.0019  0.0044
Si  0.0034  -0.0066  0.0091
Si  0.0004  -0.0077  0.0102
Si  -0.0013  -0.0035  0.0099
Si  -0.0017  0.001  -0.0199
Si  -0.0144  0.0043  0.0002
Si  0.0033  -0.0048  -0.0054
Si  0.0002  -0.0012  0.0021
Si  -0.0038  -0.0064  -0.0035
Si  -0.0126  -0.0022  -0.0084
Si  0.0029  0.0271  0.0044
Si  0.0008  -0.0012  -0.024
Si  -0.0005  -0.0063  0.0002
Si  0.0086  0.0092  0.0127
Si  0.0078  0.0016  0.0012
Si  -0.0136  -0.0032  -0.006
Si  0.0049  -0.0022  0.002
Si  0.0034  0.0038  0.0015
Si  0.0052  0.01  0.008
Si  -0.0024  -0.0083  -0.0154
Si  -0.0099  0.0056  -0.0167
Si  0.0007  0.0044  0.0043
Si  -0.0085  -0.0213  -0.0127
Si  0.0006  -0.0065  -0.0017
Si  -0.0125  -0.0017  -0.0129
Si  0.0065  0.0106  -0.0274
Si  -0.0106  -0.0047  0.0024
Si  -0.0022  0.0025  -0.0151
Si  0.0027  0.0255  0.0056
Si  -0.0138  0.0328  0.0148
Si  0.0068  0.0032  -0.0191
Si  0.0118  0.0125  0.0093
Si  -0.0083  -0.006  -0.0236
Si  -0.0039  -0.0055  -0.0038
Si  -0.0165  -0.0198  0.0234
Si  0.0002  -0.0038  0.0032
Si  -0.0271  -0.0171  0.0002
Si  -0.0077  0.002  0.0032
Si  0.0228  0.0033  -0.0135
Si  -0.0129  -0.0014  0.0052
Si  0.0086  -0.0165  -0.0094
Si  -0.0011  -0.0159  -0.077
Si  -0.0064  -0.001  0.0051
Si  0.0135  0.0288  0.0116
Si  -0.003  0.0002  -0.0242
Si  0.0019  -0.0089  -0.0211
O  0.0009  -0.0042  -0.003
O  0.0019  -0.0038  -0.0025
O  -0.0038  -0.0016  -0.0006
O  0.0193  -0.0009  0.0223
O  -0.0033  0.0042  0.0032
O  -0.0191  0.0102  -0.0055
O  0.0104  -0.0007  -0.0054
O  -0.0026  -0.0038  0.0023
O  -0.0073  -0.0076  0.0174
O  0.0077  -0.0019  -0.0066
O  -0.0021  -0.0048  0.0029
O  -0.0099  -0.0071  0.0031
O  0.0067  -0.0117  0.0137
O  0.0137  0.0021  -0.0028
O  0.0084  -0.0084  0.003
O  0.0003  -0.0017  -0.0073
O  0.0027  0.0013  0.0002
O  0.0023  -0.0021  -0.0006
O  -0.0163  -0.0275  0.0449
O  -0.0013  -0.0024  0.0065
O  0.0119  0.0046  -0.009
O  0.0012  0.0066  0.0073
O  0.013  0.0034  -0.0225
O  0.0021  -0.0024  -0.0163
Si  0.006  0.0042  0.0005
Si  -0.0099  0  0.0214
Si  0.0115  0.0114  -0.0165
Si  -0.0008  0.0049  0.0016
Si  0.0709  0.0106  0.0547
Si  -0.0196  0.0143  -0.0001
Si  -0.0048  -0.0178  0.0019
Si  0.0188  -0.0572  0.0196
Si  0.0026  0.0038  -0.013
Si  -0.0025  -0.0062  -0.0017
Si  0.0005  -0.0134  -0.0299
Si  0.0039  -0.0129  -0.0028
Si  -0.0076  -0.0038  0.0061
Si  -0.0012  -0.0077  -0.0002
Si  0.0044  0.0123  0.0004
Si  -0.0082  -0.0321  -0.0139
Si  -0.0045  0.0021  0.0019
Si  0.0018  -0.008  0.0022
Si  -0.0233  -0.0178  0.0058
Si  -0.0031  0.002  -0.0011
Si  0.0058  -0.0072  -0.0103
Si  -0.0051  0.0015  -0.0078
Si  0.0121  0.0085  -0.0076
Si  -0.0097  -0.0073  0.0149
Si  -0.0246  -0.0144  0.0172
Si  -0.0143  0.0046  0.0205
Si  -0.0048  -0.0118  -0.0037
Si  0.0106  -0.0053  0.0147
Si  0.0114  -0.0084  -0.0415
Si  -0.0024  0.0007  -0.0339
Si  -0.0061  0.0013  0.0028
Si  0.008  -0.0158  -0.0056
Si  0.0013  -0.0018  -0.0187
Si  0.0091  -0.0025  0.0018
Si  0.0222  -0.0122  -0.0019
Si  -0.0036  0.0048  -0.0215
Si  0.015  0.0144  0.0084
Si  -0.0022  -0.0074  0.0298
Si  -0.0092  -0.008  0.0163
Si  -0.0009  0.0071  -0.004
Si  0.0073  0.0071  -0.0245
Si  0.0284  0.0028  0.0118
Si  -0.0064  -0.0025  0.0072
Si  -0.0034  -0.006  -0.0115
Si  -0.009  0.0055  0.0169
Si  0.0015  0.0061  0.0005
Si  -0.0114  0.0117  -0.0054
Si  -0.0104  0.0161  -0.0102
O  -0.0058  -0.0029  0.0003
O  0.0128  -0.001  -0.0073
O  -0.0077  -0.018  -0.0269
O  0.0001  0.0051  -0.0019
O  0.0124  -0.0395  -0.0098
O  -0.0038  -0.0018  0.0062
O  0.0072  0.0016  0.0109
O  0.0004  -0.0007  -0.0081
O  0.0011  -0.0167  0.0156
O  -0.0008  -0.004  0.0029
O  0.0038  -0.0091  -0.0062
O  0.0057  -0.0024  -0.0111
O  0.0002  -0.0021  0.0068
O  -0.0038  -0.0012  -0.0046
O  -0.0056  -0.0008  0.0037
O  0.0019  0.0008  0.0033
O  0.0032  0.0043  -0.0061
O  -0.0007  0.0008  0.0058
O  0.0112  0.0094  -0.0102
O  -0.0038  0.002  0.0052
O  0.0011  0.0159  0.0086
O  0.0026  0.0055  -0.0016
O  0.0053  -0.0037  -0.0099
O  0.0037  -0.0002  -0.0012
O  0.0084  0.0091  -0.0008
O  -0.0128  -0.0123  0.0041
O  0.0001  -0.0038  0.0014
O  -0.0055  -0.009  -0.0081
O  -0.0031  -0.0157  0.0015
O  -0.0056  0.0052  0.0173
O  -0.0053  -0.0059  -0.0037
O  -0.0006  -0.004  0.001
O  0.0031  -0.0036  -0.005
O  0.0015  0.0125  -0.0208
O  0.004  -0.0109  -0.0044
O  -0.0014  0.0077  -0.0089
O  -0.0056  -0.0009  0.0023
O  0.0015  -0.0011  -0.0029
O  0.0071  0.0055  -0.0025
O  0.0109  -0.0034  -0.0133
O  -0.0016  0.0136  -0.0052
O  0.007  0.0077  0.0156
O  -0.0148  0.0006  0.0065
O  -0.0092  -0.0023  -0.0065
O  -0.0002  -0.0032  0.0066
O  -0.0123  -0.0015  -0.0098
O  0.0027  -0.0006  -0.0041
O  0.003  -0.0051  0.004
O  -0.0044  0.0046  -0.0035
O  -0.009  0.0008  0.0114
O  0.0048  -0.0034  0.0071
O  0.0138  -0.0036  0.0058
O  0.0011  -0.0033  0.0041
O  -0.0005  -0.0048  0.0079
O  0.0005  0.0024  0.0133
O  0.0014  -0.0037  0.0094
O  0.0074  0.0142  0.009
O  0.0236  0.0145  -0.0164
O  -0.0018  0.0029  0.0031
O  -0.0041  0.0048  -0.0021
O  -0.0022  0.0056  -0.0013
O  -0.0039  -0.0007  0.0006
O  0.0031  -0.0022  -0.0066
O  -0.0088  0.0095  -0.0037
O  -0.0007  -0.0006  -0.004
O  0  -0.0016  -0.0021
O  0.0902  0.0386  0.0512
O  -0.009  0.0003  -0.0054
O  0.001  0.0055  -0.0009
O  -0.0001  -0.0067  0.0034
O  0.018  -0.0023  -0.043
O  -0.0079  0.0012  -0.0054
O  -0.0061  -0.0002  0.0009
O  0.0004  0.0001  0.0041
O  -0.0005  -0.0003  -0.0004
O  0.0024  0.001  -0.0087
O  0.0011  -0.0021  0.0032
O  0.0018  0.002  0.0015
O  -0.0043  -0.0018  0.0048
O  -0.0015  -0.0102  0.0093
O  0.0005  -0.0023  0.0074
O  -0.0121  -0.0069  0.0025
O  0.0029  -0.0068  -0.0049
O  -0.0083  -0.0132  -0.0045
O  0.0133  0.0014  0.0227
O  -0.0008  -0.0023  -0.0066
O  -0.0001  -0.0048  -0.0026
O  -0.0038  0.0163  0.0181
O  -0.004  -0.0209  0.0003
O  0.0009  -0.0013  0.013
O  0.0049  0.003  -0.0081
O  -0.0038  0.0006  0.0029
O  -0.005  -0.0078  -0.0099
O  0.0047  0.0065  0.0147
O  -0.0029  0.0029  0.0081
O  0.002  0.002  0.0048

The program warned: the cutoff lies below the one the program advises for these potential files; the exchange-correlation potential is rough where the density is thin.
